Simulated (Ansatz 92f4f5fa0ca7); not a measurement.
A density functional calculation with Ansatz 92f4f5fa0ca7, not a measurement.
Periodic cell of 422 atoms, Si266O156, from a study of silicon, its oxide and their interface. The atomic structure is a simulated model.
Doubt: the cutoff is far below the 930 eV that the study's wrapper takes by default for these files, so forces and energies are approximate.
This geometry differs little from another in the collection (a relaxation step or a small displacement).

Settings
functional: PBE
potential files: Ansatz PAW
basis: plane waves
wave-function cutoff: 580 eV
density cutoff ratio: 5
exchange-correlation grid ratio: 1
k mesh: 1 x 1 x 1, Gamma-centred
self-consistency stop: 5e-08 eV per atom in the density residual
occupations: fixed
spin: none
net charge: 0

Cell vectors (angstrom)
a, 15.4687, 0, 0
b, 0, 12.8259, 0
c, 0, 0, 37.1483

Atoms and the computed forces on them: element, x, y, z (angstrom), force x, y, z (eV/angstrom)
Si, -0.037, 1.1738, 34.4446, -0.005, 0.0011, 0.0065
Si, 3.8495, 1.188, 34.4356, -0.002, 0.0091, 0.0095
Si, 7.719, 1.1723, 34.4499, 0.0052, 0.0043, 0.0065
Si, 11.5721, 1.1784, 34.4363, 0.0057, 0.0043, 0.0082
Si, 1.8686, 7.5657, 34.5123, -0.0071, 0.008, 0.001
Si, 5.7843, 7.5699, 34.5067, 0.0031, 0.0037, -0.0005
Si, 9.661, 7.5707, 34.4636, 0.0125, 0.0039, 0.0098
Si, 13.4745, 7.5574, 34.4732, -0.005, 0.0031, 0.0085
Si, 1.9336, 5.247, 34.8814, -0.2424, -0.1239, -0.2126
Si, 5.8008, 5.247, 34.8814, 0.1498, -0.145, -0.4876
Si, 9.6679, 5.247, 34.8814, 0.0277, -0.0406, -0.0228
Si, 13.5351, 5.247, 34.8814, 0.0786, -0.1655, -0.2162
Si, 0, 11.6599, 34.8814, -0.2739, 0.0998, 0.1558
Si, 3.8672, 11.6599, 34.8814, -0.1528, 0.3234, 0.4201
Si, 7.7343, 11.6599, 34.8814, 0.0681, 0.1683, 0.5349
Si, 11.6015, 11.6599, 34.8814, 0.1108, -0.0129, -0.0301
Si, 0, 4.664, 36.1181, 0.0324, -0.0588, -0.0134
Si, 3.8672, 4.664, 36.1181, 0.0118, -0.1548, -0.1551
Si, 7.7343, 4.664, 36.1181, -0.0088, -0.0214, -0.0415
Si, 11.6015, 4.664, 36.1181, -0.0321, -0.0968, -0.0637
Si, 1.9336, 11.0769, 36.1181, 0.0396, 0.1089, 0.0341
Si, 5.8008, 11.0769, 36.1181, 0.0267, 0.0647, 0.0168
Si, 9.6679, 11.0769, 36.1181, -0.0296, 0.076, 0.0397
Si, 13.5351, 11.0769, 36.1181, 0.0475, 0.1309, 0.0922
Si, 0, 2.332, 36.5303, -0.0824, -0.0571, -0.1251
Si, 3.8672, 2.332, 36.5303, -0.0669, -0.0616, -0.151
Si, 7.7343, 2.332, 36.5303, -0.0124, -0.0413, -0.0735
Si, 11.6015, 2.332, 36.5303, -0.0583, -0.0487, -0.122
Si, 1.9336, 8.745, 36.5303, -0.138, 0.0681, 0.2544
Si, 5.8008, 8.745, 36.5303, 0.0134, 0.0787, 0.2386
Si, 9.6679, 8.745, 36.5303, 0.0555, 0.003, -0.0532
Si, 13.5351, 8.745, 36.5303, -0.1719, 0.0191, -0.0262
Si, 1.9336, 1.749, 0.6188, 0.0063, 0.0114, -0.0429
Si, 5.8008, 1.749, 0.6188, -0.0207, -0.0053, -0.0404
Si, 9.6679, 1.749, 0.6188, 0.0058, -0.0105, -0.0194
Si, 13.5351, 1.749, 0.6188, 0.0538, -0.0174, -0.0245
Si, 0, 8.162, 0.6188, 0.0777, -0.0231, 0.015
Si, 3.8672, 8.162, 0.6188, 0.0682, 0.0084, -0.0067
Si, 7.7343, 8.162, 0.6188, 0.0437, -0.0339, -0.0244
Si, 11.6015, 8.162, 0.6188, -0.0022, 0.0314, 0.0124
Si, 0, 5.83, 1.031, -0.0245, 0.0224, 0.0172
Si, 3.8672, 5.83, 1.031, -0.0105, 0.0424, 0.0085
Si, 7.7343, 5.83, 1.031, 0.0085, 0.0017, 0.0252
Si, 11.6015, 5.83, 1.031, 0.0422, 0.036, 0.0251
Si, 1.9336, 12.2429, 1.031, -0.0513, -0.0306, -0.0038
Si, 5.8008, 12.2429, 1.031, -0.0305, 0.0081, 0.035
Si, 9.6679, 12.2429, 1.031, 0.0466, -0.0384, -0.0006
Si, 13.5351, 12.2429, 1.031, -0.0315, -0.0409, 0.0102
Si, 1.9336, 5.247, 2.2678, 0.128, -0.0143, 0.0131
Si, 5.8008, 5.247, 2.2678, 0.0229, 0.0088, 0.1782
Si, 9.6679, 5.247, 2.2678, -0.1137, -0.0326, -0.0329
Si, 13.5351, 5.247, 2.2678, 0.0288, -0.0503, -0.1385
Si, 0, 11.6599, 2.2678, 0.0613, 0.0261, 0.0785
Si, 3.8672, 11.6599, 2.2678, -0.0926, 0.0119, -0.0448
Si, 7.7343, 11.6599, 2.2678, 0.0336, 0.0695, -0.0061
Si, 11.6015, 11.6599, 2.2678, 0.041, 0.0032, -0.1513
Si, 1.9336, 2.915, 2.68, -0.007, -0.1413, -0.1086
Si, 5.8008, 2.915, 2.68, 0.0113, -0.0791, -0.0339
Si, 9.6679, 2.915, 2.68, 0.0018, -0.0285, 0.0031
Si, 13.5351, 2.915, 2.68, -0.0529, -0.0473, -0.0302
Si, 0, 9.328, 2.68, -0.0936, 0.1372, 0.0734
Si, 3.8672, 9.328, 2.68, -0.069, 0.0675, 0.0282
Si, 7.7343, 9.328, 2.68, -0.0526, 0.132, 0.1552
Si, 11.6015, 9.328, 2.68, -0.0177, -0.015, 0.0225
Si, -0.5311, -0.1334, 27.8996, 0.0132, 0.0254, 0.0757
Si, 4.1491, -1.8315, 26.7442, -0.0135, -0.0113, -0.0439
Si, 7.1991, -1.7233, 26.3919, 0.0099, 0.0015, -0.0294
Si, 11.772, -0.085, 27.7083, -0.001, -0.0143, -0.0355
Si, 1.3895, 6.5209, 27.2656, -0.031, -0.0316, -0.0129
Si, 5.9729, 6.4654, 27.3044, 0.0207, -0.0106, -0.011
Si, 9.0338, 6.7228, 27.7429, 0.0044, -0.0057, -0.0171
Si, 13.7158, 6.9468, 27.6929, 0.0071, -0.0191, 0.0145
Si, 1.5508, 3.4581, 27.6434, -0.0316, 0.008, 0.0348
Si, 5.2578, 3.3664, 27.2924, -0.0052, 0.0049, 0.0211
Si, 8.9316, 3.9692, 29.2392, 0.0123, -0.0176, -0.0133
Si, 13.0611, 3.8948, 27.9662, 0.01, 0.028, 0.0058
Si, 0.0159, 10.4862, 28.371, -0.0386, 0.009, -0.0098
Si, 3.8368, 11.294, 28.9852, -0.01, 0.0027, 0.008
Si, 7.6034, 11.0335, 28.7463, 0.004, -0.0139, 0.0009
Si, 11.4558, 10.5092, 28.3327, 0.0169, 0.0152, 0.0089
Si, -0.3094, 3.452, 29.2119, 0.0308, -0.0283, -0.0396
Si, 3.5538, 2.8905, 28.8229, 0.0096, 0.009, -0.0122
Si, 7.8789, 2.0753, 28.3276, 0.0041, 0.0147, 0.0482
Si, 11.2725, 3.3844, 29.5254, -0.0095, -0.0071, -0.0049
Si, 1.9186, 10.0685, 29.6788, 0.0004, -0.0057, -0.0029
Si, 5.7179, 10.1206, 29.7982, 0.0104, -0.0102, -0.0031
Si, 9.5691, 10.0673, 29.6477, -0.0029, -0.0002, -0.001
Si, 13.4647, 9.8831, 29.4713, 0.0127, -0.0388, -0.0149
Si, -0.1399, 1.1823, 29.8385, -0.0247, 0.0136, -0.0554
Si, 3.7615, 0.7083, 29.873, 0.0012, 0.0053, 0.0032
Si, 7.6388, 0.3685, 29.8718, -0.0111, 0.0281, -0.0073
Si, 11.4524, 1.0641, 29.8263, 0.0061, 0.0307, 0.0302
Si, 1.9295, 7.7311, 30.115, -0.0164, 0.0011, 0.0435
Si, 5.659, 7.7864, 30.1244, -0.0076, -0.0014, 0.0301
Si, 9.5184, 7.7256, 29.8449, 0.0037, -0.0026, 0.0156
Si, 13.5048, 7.6295, 29.9295, -0.0138, 0.0046, -0.0062
Si, 1.791, 0.5867, 31.1666, 0.0193, -0.004, 0.0099
Si, 5.7153, 0.5427, 31.2284, 0.0094, 0.0132, -0.0169
Si, 9.6031, 0.4784, 31.1852, 0.0021, 0.007, -0.0009
Si, 13.4203, 0.5942, 31.1062, 0.0122, -0.0059, 0.019
Si, -0.0568, 7.0455, 31.1904, 0.0176, 0.008, -0.0104
Si, 3.8101, 7.0481, 31.3439, 0.0109, -0.0052, -0.0172
Si, 7.6834, 7.077, 31.1615, -0.0048, 0.0035, -0.0115
Si, 11.5028, 6.971, 31.014, 0.0091, -0.0003, -0.0137
Si, -0.0196, 4.6634, 31.3698, -0.0031, 0.0087, 0.0219
Si, 3.8606, 4.6826, 31.5723, -0.0106, 0.0175, -0.0017
Si, 7.8807, 4.7145, 31.3824, 0.005, -0.0003, 0.0015
Si, 11.6227, 4.64, 31.5163, 0.0001, 0.0039, 0.0016
Si, 1.8024, 11.1203, 31.7402, 0.0086, -0.0018, 0.0081
Si, 5.7524, 11.1158, 31.8608, -0.0187, -0.0131, 0.01
Si, 9.6685, 11.0475, 31.7458, 0.0075, -0.0094, -0.0007
Si, 13.4957, 11.0939, 31.5292, -0.0055, 0.0231, 0.0094
Si, 1.8923, 4.1069, 32.7573, -0.0008, 0.0014, 0.0071
Si, 5.8823, 4.1185, 32.6989, -0.0038, 0.0025, -0.0027
Si, 9.693, 4.1209, 32.7934, -0.0075, 0.0046, 0.0059
Si, 13.5691, 4.1146, 32.7523, 0.009, -0.0089, 0.0053
Si, -0.1139, 10.467, 32.8633, 0, 0.0006, 0.0061
Si, 3.7691, 10.4768, 32.9018, 0.0053, 0.0069, -0.0043
Si, 7.7247, 10.4559, 32.916, 0.0011, 0.004, -0.0111
Si, 11.6303, 10.4397, 32.8422, -0.005, -0.0029, 0.0152
Si, 1.8877, 1.7826, 33.2053, 0.0032, -0.0028, 0.0037
Si, 5.8006, 1.8071, 33.208, 0.001, -0.0027, 0.0029
Si, 9.6298, 1.7752, 33.1847, -0.0021, -0.002, 0.0062
Si, 13.4971, 1.7694, 33.1791, -0.0033, 0.0002, 0.0026
Si, -0.0685, 8.1413, 33.2756, 0.0044, -0.0115, -0.0087
Si, 3.8109, 8.1743, 33.3719, -0.0025, 0.0019, -0.0052
Si, 7.7052, 8.1356, 33.2686, -0.0031, -0.0062, 0.0015
Si, 11.5707, 8.0983, 33.1522, -0.0061, -0.001, 0.0122
Si, 0, 2.332, 3.9167, 0.1955, -0.2565, -0.2111
Si, 3.8672, 2.332, 3.9167, -0.1761, 0.013, -0.1209
Si, 7.7343, 2.332, 3.9167, -0.0856, 0.0537, -0.0807
Si, 11.6015, 2.332, 3.9167, 0.1042, -0.0916, -0.3186
Si, 1.9336, 8.745, 3.9167, 0.3336, 0.161, 0.0795
Si, 5.8008, 8.745, 3.9167, 0.042, 0.0471, 0.3178
Si, 9.6679, 8.745, 3.9167, 0.2989, 0.1416, 0.5717
Si, 13.5351, 8.745, 3.9167, -0.0104, -0.008, -0.2584
Si, 1.9829, 6.4353, 4.3226, 0.0016, -0.006, -0.0018
Si, 5.7935, 6.4257, 4.3539, -0.0095, 0.0018, -0.0037
Si, 9.6447, 6.4247, 4.3196, 0.0016, -0.0007, -0.0039
Si, 13.5664, 6.4276, 4.299, 0.0036, -0.0028, -0.0022
Si, 0.0111, 12.8065, 4.3525, 0, -0.0078, -0.0095
Si, 3.8519, 12.8199, 4.3314, -0.0037, -0.0059, -0.0013
Si, 7.757, 12.8053, 4.348, 0.0005, 0.0001, -0.0114
Si, 11.6208, 12.8172, 4.3095, 0.0013, -0.0038, -0.005
Si, 0.0506, 5.8264, 5.4946, -0.0007, 0.0012, -0.0043
Si, 3.8705, 5.8739, 5.6482, -0.0009, 0.0084, -0.008
Si, 7.7247, 5.9257, 5.6277, -0.0006, 0.0016, 0.0037
Si, 11.6135, 5.8628, 5.479, -0.0053, 0.0053, -0.002
Si, 1.9475, 12.2224, 5.622, 0.0002, 0.0024, -0.0049
Si, 5.7931, 12.2004, 5.5218, -0.0025, 0.0023, 0.0025
Si, 9.7268, 12.1848, 5.549, 0.0036, -0.0073, 0.0081
Si, 13.5253, 12.182, 5.5483, 0, 0.0079, 0.0059
Si, 0.0828, 3.5163, 5.9236, -0.0165, -0.0092, -0.0017
Si, 3.7857, 3.5325, 5.9451, 0.0173, -0.0003, 0.0147
Si, 7.6681, 3.568, 5.9331, 0.0144, -0.0139, -0.0014
Si, 11.662, 3.5657, 5.8935, -0.0029, -0.015, 0.0117
Si, 2.0699, 9.8786, 6.0192, -0.0132, 0.0122, -0.0131
Si, 5.8807, 9.8895, 6.0438, 0.016, 0.0021, 0.0004
Si, 9.8025, 9.8798, 6.1181, -0.0089, 0.0015, -0.0037
Si, 13.5752, 9.8519, 5.976, 0.0048, 0, -0.0036
Si, 1.9238, 2.8758, 7.2648, 0.0088, 0.01, -0.0148
Si, 5.6912, 2.935, 7.1134, -0.038, 0.0384, -0.0093
Si, 9.6814, 2.9802, 6.9749, 0.0026, -0.0101, -0.0036
Si, 13.6188, 2.9072, 7.0415, 0.0048, 0.0044, -0.0102
Si, 0.0855, 9.2595, 7.1062, 0.0056, -0.0281, -0.0184
Si, 3.9917, 9.2955, 7.3776, 0.0108, -0.0233, -0.0207
Si, 7.8336, 9.4998, 7.3923, -0.0167, -0.0134, 0.0112
Si, 11.8021, 9.2253, 7.4335, -0.0114, -0.0192, -0.0283
Si, 0.0256, 6.9362, 7.547, -0.0067, 0.0088, -0.007
Si, 3.9213, 6.9627, 7.8087, 0.0005, -0.0054, 0.0028
Si, 7.7708, 7.0783, 7.7638, 0.0174, 0.0152, 0.0031
Si, 11.6026, 6.8666, 7.5892, -0.0087, 0.0149, -0.0291
Si, 1.9339, 13.3663, 7.7168, -0.0024, -0.0261, 0.0141
Si, 5.737, 13.4425, 7.4996, 0.042, -0.0263, 0.0103
Si, 9.7329, 13.5388, 7.4515, -0.0003, -0.0033, -0.0099
Si, 13.517, 13.4558, 7.5228, 0.009, -0.0094, 0.0071
Si, 1.8786, 6.3708, 8.8886, 0.0004, -0.0085, 0.0174
Si, 5.9037, 6.3205, 9.023, -0.0112, 0.0092, -0.0007
Si, 9.6947, 6.1985, 8.8529, -0.0348, -0.0812, -0.0939
Si, 13.5538, 6.1848, 8.6726, 0.0078, -0.0082, 0.0405
Si, -0.1117, 12.7998, 8.8132, -0.0037, -0.017, 0.0011
Si, 3.9282, 12.7615, 8.893, -0.0285, 0.0199, -0.0289
Si, 7.7616, 13.3843, 8.6598, -0.0221, -0.0578, 0.0113
Si, 11.6127, 13.5307, 8.8771, 0.0039, 0.0076, -0.0073
Si, 1.8603, 4.0782, 9.3157, 0.0252, 0.0092, 0.0058
Si, 5.7446, 3.9523, 9.2287, 0.0023, -0.0096, -0.007
Si, 9.5913, 3.8468, 9.1279, -0.0163, 0.0067, 0.022
Si, 13.5535, 3.9121, 9.1309, -0.0134, 0.016, -0.0097
Si, -0.3335, 10.4882, 9.026, -0.0551, 0.0431, -0.033
Si, 3.994, 10.4906, 9.4717, -0.01, 0.0075, 0.0034
Si, 8.0614, 11.1088, 9.2863, -0.0082, 0.0865, -0.1143
Si, 13.0134, 9.5985, 9.5597, 0.0402, 0.0214, 0.0585
Si, -0.0961, 3.6296, 10.5934, -0.0064, -0.0255, -0.0079
Si, 3.7732, 3.4083, 10.5119, -0.0158, -0.0213, -0.0225
Si, 6.9991, 1.8244, 11.8843, 0.005, -0.0079, -0.0012
Si, 11.5972, 2.9113, 9.8888, -0.0143, -0.0163, -0.0299
Si, 2.2067, 9.9909, 10.8638, -0.0757, -0.0067, 0.0226
Si, 5.6798, 10.2479, 11.1897, 0.0309, -0.0196, 0.0785
Si, 9.8633, 10.23, 11.4705, 0.1228, 0.0145, -0.0465
Si, 12.1789, 10.4474, 11.5635, -0.0867, 0.0425, -0.0441
Si, -0.4374, 0.606, 11.0747, -0.0303, -0.0082, -0.0274
Si, 4.0351, 1.1488, 10.8994, 0.036, 0.0236, 0.0466
Si, 7.6592, 2.6947, 9.8608, 0.0369, 0.0198, -0.002
Si, 11.9703, -0.1307, 11.04, 0.0475, -0.0545, -0.0209
Si, 1.3583, 7.1837, 11.0471, -0.0063, -0.0043, 0.0028
Si, 6.1618, 7.0728, 11.2739, 0.0236, -0.0184, 0.0157
Si, 9.1942, 7.3068, 11.736, 0.0506, -0.1134, 0.0909
Si, 13.6805, 7.5105, 10.5459, -0.0494, -0.0322, 0.0174
O, 13.4429, 13.3379, 11.4843, 0.0192, 0.0366, 0.011
O, 5.53, 13.9757, 11.6234, -0.0308, -0.002, -0.0091
O, 5.6051, -1.2717, 26.1733, 0.0028, 0.0138, 0.0145
O, 13.3841, 0.184, 27.3609, -0.009, -0.01, -0.009
O, 2.3379, 8.4461, 11.3719, 0.0242, -0.0096, -0.0056
O, 7.6867, 6.665, 11.8245, -0.0696, -0.0438, 0.0068
O, 7.5173, 7.0097, 27.1343, -0.0296, -0.0028, 0.0032
O, -0.2047, 6.8785, 27.1385, 0.0383, -0.0068, 0.011
O, 6.9775, 2.8815, 13.1551, 0.0142, 0.0104, 0.0101
O, 2.9422, 13.4695, 12.0293, -0.0051, -0.0078, -0.0187
O, 9.2644, 11.1988, 12.641, -0.0275, 0.0603, 0.0345
O, 13.12, 10.1793, 12.9459, 0.0282, 0.0085, 0.0443
O, 11.4987, 4.8949, 12.9055, 0.0048, 0.0285, -0.0047
O, 5.004, 6.3582, 12.19, -0.0148, 0.0007, 0.0136
O, 10.2533, 7.1279, 12.9844, 0.0615, -0.0351, 0.0155
O, 3.7674, 3.8327, 12.117, -0.0025, -0.0092, 0.0146
O, 9.5727, 10.8456, 9.9428, 0.0708, -0.0166, 0.0428
O, 5.5136, 11.0333, 12.6256, -0.0124, 0.009, 0.0122
O, 7.0232, 10.8459, 10.5113, 0.0086, 0.0169, -0.005
O, 15.1288, 4.5678, 11.9441, 0.0039, 0.0098, 0.0199
O, 7.9664, 13.4005, 12.2767, 0.0009, 0.0022, -0.0091
O, 8.9638, 21.7156, 11.5789, -0.1586, 0.1219, 0.0199
O, 1.7158, 6.1461, 12.2707, -0.0053, -0.0018, -0.0072
O, 0.4216, 12.5972, 12.1856, 0.035, -0.0053, 0.0083
O, 12.8361, 7.8078, 26.6075, 0.0008, 0.0044, 0.0027
O, 2.8411, -1.2309, 25.95, 0.019, 0.0006, 0.017
O, 10.8542, 0.1956, 26.3336, -0.018, 0.0037, -0.0066
O, 4.9544, 6.9367, 26.1097, -0.0073, 0.0051, -0.0011
O, 7.3929, 9.6637, 25.5948, 0.0026, -0.015, -0.0056
O, 1.532, 2.4211, 26.3523, -0.0017, -0.0175, -0.0417
O, 11.0294, 9.6642, 26.9666, -0.0057, -0.0045, -0.0046
O, 4.1257, 9.355, 26.654, 0.0007, -0.0014, 0.0142
O, 10.166, 7.1488, 26.6189, -0.0056, -0.0001, 0.0115
O, 21.4067, -7.9788, 27.4669, -0.0017, 0.0062, 0.0088
O, 4.7457, 3.1328, 25.7488, -0.0057, -0.0093, -0.0256
O, -2.4984, 5.503, 27.7193, 0.0025, -0.0211, -0.0029
O, 0.4642, -0.0968, 26.5615, 0.0086, -0.0032, -0.0159
O, 2.2744, 7.4109, 26.2442, -0.0005, -0.0007, 0.0051
O, 0.5997, 10.1217, 26.7957, 0.0164, 0.0114, -0.0117
O, 13.08, 3.34, 26.395, -0.0042, -0.0001, -0.0244
Si, 8.1944, 10.8044, 15.9962, 0.0001, 0.0057, -0.0027
Si, 15.7369, -0.4485, 20.4721, -0.0025, -0.0047, -0.0036
Si, 8.303, 3.2518, 14.0656, -0.0058, 0.0104, -0.0077
Si, 8.1077, 2.0339, 23.4366, 0.0099, -0.0102, 0.008
Si, 16.9398, 5.7092, 21.8401, -0.0024, -0.0045, -0.0031
Si, 13.5564, 3.5125, 24.8335, 0.0018, -0.0012, 0.0141
Si, 13.1711, 10.9196, 14.4174, -0.0006, -0.0156, -0.0232
Si, 3.1301, 3.2889, 22.5344, 0.0058, 0.0032, 0.0058
Si, 10.5457, 12.3076, 15.2539, 0.0168, -0.0027, 0.0004
Si, 0.7013, 5.1496, 13.0822, -0.0036, -0.0004, -0.0079
Si, 7.2312, 7.98, 16.9227, -0.0099, 0.0039, 0.0016
Si, 14.5377, 13.1138, 15.8145, -0.0046, -0.0069, 0.0053
Si, 4.4674, -4.0356, 15.5709, -0.0035, -0.0016, 0.002
Si, 7.4054, 8.9569, 24.1112, 0.0032, -0.0034, 0.0106
Si, 9.3878, 12.8188, 12.7484, 0.0042, -0.0147, -0.0036
Si, 11.315, 8.2566, 26.2104, 0.0066, -0.0039, -0.0025
Si, 12.0581, 4.3617, 20.9034, -0.0003, -0.0016, 0.0003
Si, 0.0464, 9.6169, 19.0804, -0.0022, 0.001, 0.0008
Si, 2.0234, -0.2588, 15.923, -0.0007, -0.0051, -0.014
Si, 10.5049, 9.1401, 23.3106, 0.0011, -0.0031, 0.0069
Si, 11.0628, 12.0151, 22.0859, 0.0005, 0.0015, 0.0053
Si, -1.5298, 5.9285, 15.0288, 0.005, 0.0025, 0.0065
Si, 5.6015, 3.3903, 24.3816, -0.0113, -0.0031, 0.0102
Si, 7.9453, 8.5162, 19.778, 0.0042, -0.0018, 0.0051
Si, -1.2813, 5.4219, 22.7232, -0.006, 0.0002, 0.0074
Si, 11.557, 4.0179, 17.9946, 0.0025, -0.0029, -0.0053
Si, 7.28, 5.5387, 15.4028, -0.0015, 0.0014, -0.0079
Si, 3.7348, 8.007, 25.8468, -0.0002, -0.011, 0.0082
Si, 1.0985, 2.4008, 24.7671, -0.0028, 0.0078, 0.0271
Si, 1.951, 12.3548, 12.6977, -0.035, -0.0099, 0.0057
Si, 11.1823, 3.3168, 12.9462, 0.0173, 0.0551, -0.0197
Si, -3.4776, 14.8515, 22.5481, -0.0017, 0.0015, 0.0088
Si, 8.7737, 3.114, 19.1172, 0.001, -0.0007, 0.0067
Si, 1.2047, 11.3908, 25.9206, -0.0172, -0.0131, -0.0027
Si, 6.9618, 2.8398, 16.6002, -0.0002, -0.0057, 0.0072
Si, 4.4901, 1.3085, 15.3849, 0.0068, -0.0056, 0.0037
Si, 12.9172, 9.6959, 17.2664, 0.0014, -0.0008, -0.0042
Si, 2.8921, 13.3138, 21.0853, -0.0006, -0.0025, -0.0004
Si, 4.7628, 6.4025, 13.8113, -0.0093, 0.003, -0.0138
Si, 12.9381, 2.9305, 15.4085, -0.0058, -0.0031, 0.0014
Si, 13.0337, 6.7102, 17.7616, -0.0006, 0.0018, 0.0056
Si, 1.1398, -0.4358, 23.2354, -0.0023, -0.0012, 0.007
Si, -2.5132, 0.3318, 20.3394, -0.0024, 0, 0.002
Si, 3.6902, 7.5432, 22.9113, 0.0044, -0.0017, 0.0045
Si, 9.3119, 0.6458, 25.934, 0.0194, -0.0002, -0.0182
Si, -3.3862, 12.4841, 17.6593, 0.0015, 0.0021, 0.0059
Si, 2.555, 9.8871, 17.6356, -0.004, -0.0027, 0.0059
Si, 8.2739, 4.72, 21.8054, -0.0011, -0.0005, -0.0012
Si, 7.4122, 11.4385, 18.7684, -0.0016, 0.0004, -0.0015
Si, 5.6352, 11.3786, 14.2239, -0.0008, -0.0038, -0.0072
Si, 11.7714, 6.4808, 12.991, -0.0137, -0.033, -0.07
Si, 3.2732, 3.8043, 13.6661, -0.0065, 0.0074, 0.0126
Si, 5.728, 9.33, 21.7237, 0.0034, 0.0003, -0.0017
Si, -0.7484, 7.0217, 20.4511, -0.0012, -0.0012, -0.0003
Si, 10.2322, 6.9131, 21.249, 0.005, 0.0029, -0.0051
Si, 4.6161, 11.2736, 19.5934, 0.0032, 0.0013, 0.0013
Si, 6.2653, 6.0371, 23.4834, 0.0047, 0.0003, 0.0084
Si, 8.6694, 0.5183, 20.779, 0.0019, -0.0009, 0.0029
O, 12.2675, 3.7078, 19.4278, -0.0026, -0.0019, -0.0023
O, 11.3679, 5.8513, 20.6929, 0.0001, -0.0047, 0.002
O, 14.1159, 6.5391, 16.5336, -0.0029, -0.0028, -0.0022
O, 11.8758, 2.6049, 14.2231, 0.0148, 0.0105, 0.011
O, 8.0312, 11.784, 17.3014, -0.0025, -0.001, 0.0022
O, 5.8022, 11.3347, 18.4746, 0.0056, -0.0009, -0.0015
O, 6.8355, 5.4431, 22.068, 0.0023, -0.0036, -0.0002
O, 12.6773, 6.7282, 14.3334, -0.0066, -0.0021, -0.0195
O, 11.8519, 5.5853, 17.5968, 0.0007, -0.0055, 0.0001
O, 0.9018, 11.1938, 24.3218, 0.0017, 0.0025, -0.0058
O, 13.6641, 4.3358, 15.1081, -0.0034, -0.0105, 0.0014
O, 9.9547, 3.7397, 18.1691, -0.002, 0.0002, 0.0034
O, 4.711, 10.3153, 15.0496, 0.0076, 0.005, -0.0051
O, 6.2443, 6.2987, 14.4416, 0.0141, -0.0041, 0.0069
O, 5.3448, -2.1644, 20.9122, -0.0033, -0.0069, 0.0026
O, 9.7342, 10.9297, 15.5132, -0.0105, -0.0039, -0.0011
O, 7.5284, 2.7113, 18.1293, -0.0018, 0.0003, -0.0045
O, 15.451, 12.2768, 22.0874, -0.0037, 0.0013, -0.0015
O, 7.9898, 0.9942, 22.184, -0.0005, -0.0048, -0.0058
O, 16.1261, 6.1523, 20.4822, 0.0015, -0.0025, 0.0044
O, 11.8847, 11.921, 14.4263, -0.0107, -0.0026, 0.0107
O, -1.0388, 12.9527, 19.7274, 0.001, -0.003, 0.0028
O, 4.0569, 12.7156, 20.1208, -0.001, -0.0039, 0.0022
O, 1.3, 9.0393, 18.2299, 0.0032, -0.0002, -0.0021
O, 13.039, 1.5975, 21.3595, 0.0017, -0.0073, -0.0043
O, 15.3328, 6.0299, 14.1777, -0.0054, 0.0027, 0.0004
O, 13.4791, 5.0497, 24.1734, 0.0014, 0.0034, -0.0065
O, 4.6861, 6.3014, 23.213, -0.0075, 0.0024, -0.0019
O, 3.5879, 8.4137, 24.281, 0.0006, -0.0005, -0.0119
O, 9.5882, 2.9806, 13.1039, -0.006, 0.0105, 0.0004
O, -1.13, 9.9402, 18.0157, -0.0024, -0.0003, 0.002
O, 6.4032, 4.8153, 24.5656, 0.0022, 0.0038, -0.0055
O, 13.5365, 4.421, 21.6001, -0.0016, -0.003, -0.0007
O, 8.3984, 4.8348, 14.4488, -0.0013, -0.0105, -0.0028
O, 9.3233, 5.9227, 22.167, -0.0042, -0.0044, 0.0013
O, 13.8122, 6.5065, 19.189, -0.0013, -0.0028, -0.0042
O, 4.1106, 7.8133, 14.3132, 0.0031, 0.0006, 0.0054
O, 7.0372, 7.3561, 24.0781, -0.0019, 0.0009, -0.0044
O, 7.2054, 7.7939, 18.5306, -0.0001, -0.0001, -0.0085
O, 10.9458, 10.6957, 23.0277, -0.0007, -0.0001, -0.0022
O, -0.4537, 8.5965, 20.2352, 0.0008, -0.0006, -0.0008
O, 2.1856, 3.1917, 23.8563, 0.0028, -0.0004, -0.0079
O, 7.5608, -0.1678, 19.822, -0.0015, -0.0038, -0.0018
O, 1.6264, 3.9528, 13.7353, 0.0126, -0.0014, -0.0027
O, 3.2555, 8.8258, 16.6377, -0.0012, -0.0004, -0.0037
O, 0.607, 13.2742, 16.306, -0.0029, 0.0033, -0.0014
O, 8.1458, 10.0986, 19.3845, -0.0032, 0.0033, -0.0021
O, 6.5395, 4.4018, 16.3184, 0.0014, -0.0045, -0.0017
O, 4.3456, 8.4723, 21.7579, 0.0024, -0.0017, 0.0006
O, 9.7729, 12.1823, 21.0988, -0.004, 0, -0.0024
O, 2.0936, 11.1848, 16.767, 0.0001, 0.0025, -0.0026
O, -1.4501, 6.883, 21.9574, -0.0001, 0.0006, -0.0011
O, 0.3266, 5.201, 22.9035, 0.0048, -0.0034, 0.0018
O, 3.4605, 10.3584, 18.9164, -0.0007, -0.001, -0.0005
O, -3.514, 0.4873, 19.0531, -0.0024, -0.0019, -0.0036
O, 2.2367, 7.0174, 22.4386, -0.0016, -0.0019, 0.002
O, 8.0819, 9.2628, 16.4516, -0.0066, -0.0067, -0.003
O, 8.5351, 3.493, 22.8483, -0.0035, 0.0078, -0.0031
O, 3.234, 1.9862, 21.5735, -0.0017, -0.0049, 0.0018
O, 3.8292, 2.4815, 14.4432, 0.0021, 0.0031, -0.0017
O, 2.5593, 4.5157, 21.6078, -0.0009, 0.0008, 0.0037
O, 7.1611, 11.2138, 14.8001, -0.0019, -0.0048, 0.0054
O, 13.5737, 12.6843, 17.0466, 0.0033, 0.0011, -0.009
O, 12.1837, 3.0258, 16.8583, 0.0027, 0.0041, -0.0051
O, 9.6417, 13.256, 14.3003, 0.0019, 0.0011, -0.0006
O, 8.3399, 4.2339, 20.2424, 0.0001, -0.0047, -0.0011
O, 13.0966, 9.8217, 15.6334, -0.0014, 0.0018, 0.0041
O, -3.1038, 8.2051, 17.6541, 0.0015, -0.0017, 0
O, 14.4521, 11.9211, 14.6707, -0.0004, 0.0065, 0.0066
O, 5.1295, 0.0879, 14.485, -0.0049, 0.0005, 0.0008
O, 5.6425, 1.9055, 16.3824, 0.0012, 0.003, -0.0045
O, 6.654, 2.1626, 24.1675, 0.001, 0, -0.0035
O, 12.4223, 11.8559, 21.1892, 0.0051, -0.0017, -0.0015
O, 11.2, 3.3248, 21.8771, -0.0016, 0.0032, -0.0013
O, 9.1909, 1.5087, 24.5503, -0.0058, 0.0059, -0.0079
O, 11.2619, 8.5588, 24.6224, -0.0057, 0.0048, -0.0064
O, 8.1323, 2.4558, 15.4971, -0.007, -0.0024, 0.0055
O, 3.2912, 0.6939, 16.3197, -0.0013, 0.0008, -0.0004
O, 10.934, 13.0583, 16.6474, -0.0012, -0.0011, -0.0004
O, 1.0169, 0.9324, 24.0924, 0.0031, -0.0049, -0.0054
O, 8.8911, 9.1353, 23.4848, 0.0022, -0.0021, 0.0002
O, 7.9766, 6.6607, 16.3336, 0.0007, -0.0021, -0.0042
O, 5.7161, 8.1716, 16.402, 0.0068, -0.0003, -0.0007
O, 2.0579, 12.3557, 14.3074, 0.0057, 0.0001, 0.0124
O, -0.367, 3.0734, 24.6978, 0.003, -0.0057, -0.0029
O, 12.6257, 7.0883, 11.7394, -0.0148, -0.0254, 0.0492
O, 1.5178, 0.5527, 20.1963, -0.001, -0.0015, 0.0032
O, 3.877, 5.1561, 14.3509, -0.0045, -0.0112, -0.0095
O, 6.287, 9.7419, 23.2047, -0.0035, -0.0015, -0.0016
O, 9.3252, 7.6879, 20.1093, -0.0027, -0.002, 0.0016
O, 12.6432, 2.4903, 23.9552, -0.0029, -0.0049, -0.008
O, 10.9247, 8.1194, 22.103, -0.0031, -0.005, -0.0016
O, 4.6435, 3.5018, 23.0798, -0.0027, -0.0031, -0.0022
O, 2.5796, 12.3673, 22.4156, 0.0036, 0.0007, -0.002
O, 9.2767, 1.7912, 19.9448, -0.003, 0.002, -0.0007
O, 11.1539, 13.4707, 22.8731, 0.0015, -0.003, -0.0005
O, 14.0504, 14.5822, 15.3238, -0.0081, 0.0012, -0.0004
O, -3.5835, 10.8532, 17.8171, 0.0004, 0.0036, 0.0005
O, 6.922, 8.4444, 21.0443, -0.0044, 0.0007, 0.003
O, 0.595, 10.9277, 19.8513, -0.0024, 0.0021, 0.0025
O, 9.9355, 6.7395, 10.4035, 0.1011, 0.0281, -0.0402
O, 15.2209, 7.5606, 11.1548, -0.0108, 0.0041, 0.004
O, 5.3537, 7.0758, 28.6679, -0.0052, 0.0027, 0.0059
O, 1.9496, 6.7734, 28.764, 0.0057, -0.0109, -0.0265
O, 24.4117, 1.6287, 27.1682, 0, -0.0038, -0.0005
O, 8.2715, 12.2018, 25.7778, -0.0067, -0.0023, 0.0189
O, 1.6525, 4.9486, 26.9276, -0.0031, 0.0312, 0.0125
O, 9.0596, -7.7164, 28.0243, -0.0051, -0.0038, 0.0019
O, -3.7121, 2.7931, 11.5315, -0.0108, 0.0024, 0.0577
O, 2.4076, -1.9548, 12.2211, 0.0139, 0.0215, -0.0135
O, 0.0935, 2.136, 11.2343, 0.0104, 0.0156, 0.0158
O, 10.6467, 13.3111, 11.8377, -0.0439, -0.0046, 0.0276
O, 6.4391, 2.2774, 27.5737, -0.0218, -0.0048, -0.0139
O, 0.6951, -2.6584, 10.2835, 0.0351, -0.0055, 0.0395
O, 34.7157, 16.7881, 30.0779, 0.0037, 0.0033, -0.0034
O, 5.9292, 8.6699, 11.4986, -0.0017, 0.025, -0.0205

Results
free energy: -257822.665 eV
free energy less fixed offsets of O -568.88, Si -635.61 eV per atom: -5.125 eV

The program warned: the cutoff lies below the one the program advises for these potential files; the exchange-correlation potential is rough where the density is thin.
